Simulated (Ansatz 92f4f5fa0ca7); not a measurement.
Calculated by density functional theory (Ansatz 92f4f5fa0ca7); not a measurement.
Periodic cell of 224 atoms, Si134O86N4, from a study of silicon, its oxide and their interface. The atomic structure is a simulated model.
This geometry differs little from another in the collection (a relaxation step or a small displacement).

Settings
functional: r2SCAN
potential files: Ansatz PAW
basis: plane waves
wave-function cutoff: 800 eV
density cutoff ratio: 5
exchange-correlation grid ratio: 1
k mesh: 1 x 1 x 1, shifted by 0.5 0.5 0 of a step
self-consistency stop: 1e-10 eV per atom in the density residual
occupations: fixed
spin: none
net charge: 0

Cell vectors (angstrom)
a	10.88	0	0
b	0	10.88	0
c	0	0	31.912

Atoms: element, x, y, z (angstrom)
Si	-0.3175	0.8575	-0.1493
Si	3.0687	2.4211	0.0136
Si	-0.3217	5.8544	-0.0763
Si	2.4395	8.1041	-0.3276
Si	5.3779	0.255	-0.1003
Si	8.2867	2.8741	0.329
Si	5.9065	4.8057	-0.1201
Si	8.3948	7.9803	-0.1752
Si	1.3526	1.5118	1.3735
Si	4.167	4.0495	1.2653
Si	1.3282	6.8293	1.2467
Si	3.9933	9.5029	0.968
Si	6.8621	1.3446	1.3738
Si	9.5052	4.3898	1.5347
Si	6.9121	6.6577	1.1383
Si	9.4701	9.7809	0.9828
Si	0.0575	2.92	2.7062
Si	2.6887	-0.0485	2.5282
Si	-0.0635	8.3174	2.457
Si	2.7451	5.4565	2.5481
Si	5.4434	2.6898	2.6941
Si	8.1957	-0.02	2.64
Si	5.4202	8.1257	2.3507
Si	8.0428	5.5264	2.8415
Si	1.4264	4.1888	4.0372
Si	4.0353	1.3071	3.9413
Si	1.3237	9.536	3.9191
Si	4.1038	6.8378	3.8601
Si	6.7444	4.0595	4.087
Si	9.5403	1.4309	3.9362
Si	6.7516	9.4719	3.8583
Si	9.4983	6.9563	3.9549
Si	-0.0093	0.0488	5.2894
Si	2.7268	2.7219	5.3143
Si	-0.01	5.5436	5.3069
Si	2.7017	8.1609	5.2501
Si	5.4264	-0.0368	5.2703
Si	8.1691	2.7076	5.357
Si	5.3809	5.4797	5.3252
Si	8.1028	8.216	5.3203
Si	1.3356	1.3976	6.6611
Si	4.0531	4.0932	6.6707
Si	1.351	6.8515	6.6788
Si	4.0553	9.5047	6.6351
Si	6.7828	1.3294	6.6619
Si	9.5304	4.1147	6.6614
Si	6.7819	6.806	6.6677
Si	9.4702	9.5865	6.6442
Si	-0.0078	2.7501	8.047
Si	2.6895	0.0107	7.9718
Si	-0.0663	8.2049	7.9899
Si	2.6828	5.4369	8.0182
Si	5.4434	2.7404	7.9904
Si	8.1224	-0.0034	8.0615
Si	5.4078	8.145	8.0151
Si	8.1383	5.4321	8.0172
Si	1.3375	4.1244	9.4219
Si	4.0582	1.3835	9.2953
Si	1.3009	9.5538	9.3252
Si	4.0821	6.7475	9.3657
Si	6.7951	4.0685	9.396
Si	9.4913	1.3755	9.3876
Si	6.7565	9.4796	9.4037
Si	9.4728	6.8128	9.3601
Si	-0.0399	0.0023	10.7425
Si	2.7642	2.7445	10.6956
Si	-0.0507	5.5037	10.7614
Si	2.6535	8.1238	10.5891
Si	5.3644	0.0153	10.6606
Si	8.1436	2.7127	10.7677
Si	5.4501	5.4203	10.7912
Si	8.0766	8.0645	10.7824
Si	1.3803	1.4178	12.0037
Si	4.143	4.0207	12.1437
Si	1.3607	6.8776	12.0786
Si	3.9476	9.4987	11.8978
Si	6.7421	1.2967	12.0492
Si	9.4722	4.1367	12.1134
Si	6.7344	6.733	12.2846
Si	9.4807	9.415	12.0513
Si	0.055	2.7937	13.3567
Si	2.6108	-0.078	13.2966
Si	-0.0138	8.191	13.5162
Si	2.6954	5.4086	13.3619
Si	5.5043	2.636	13.5472
Si	8.063	-0.1586	13.3509
Si	5.1977	8.2244	13.3755
Si	8.1393	5.3169	13.7125
Si	1.1865	4.3509	14.7718
Si	4.2394	0.9586	14.5709
Si	0.8596	10.0409	14.768
Si	3.7321	6.9349	14.7575
Si	7.2781	3.415	15.0035
Si	9.5104	1.3074	14.3894
Si	6.4583	9.6612	14.7719
Si	9.8168	6.5506	14.8461
Si	1.4914	-1.6155	19.5478
Si	2.1761	1.4827	19.3464
Si	-4.9782	5.4132	21.5335
Si	1.3363	9.8492	22.4302
Si	9.3527	-2.0469	22.5474
Si	5.8257	3.4179	17.8247
Si	5.227	8.1006	16.7822
Si	6.0612	6.2918	18.6369
Si	8.0162	18.7315	17.0826
Si	7.9092	10.8042	23.9037
Si	7.1363	3.1576	20.5104
Si	-1.7662	-6.2711	25.0667
Si	-6.6982	2.458	21.3789
Si	8.5481	-5.8113	28.0429
Si	12.2438	2.0381	21.997
Si	5.4508	3.5091	26.3621
Si	12.4961	0.0908	27.2075
Si	13.8113	13.4876	16.7392
Si	4.7571	-3.3126	23.2655
Si	2.4684	-2.2345	16.8097
Si	1.9609	7.5744	24.321
Si	6.6138	6.2824	25.2451
Si	8.7264	5.5048	21.0267
Si	10.6632	-4.8623	23.1266
Si	9.2312	2.3857	22.8765
Si	12.3082	1.7402	29.6057
Si	4.2172	0.9113	25.7806
Si	5.0942	10.6783	22.9581
Si	-1.5887	-2.5651	19.7589
Si	-0.6352	3.4768	30.1109
Si	4.0064	-3.4605	29.1646
Si	6.9705	-9.9281	26.7539
Si	7.9036	7.9703	27.4266
Si	1.6157	-3.0303	27.3789
Si	5.5057	4.9065	28.7823
Si	10.7547	8.2572	29.791
Si	6.2561	9.2346	29.7333
Si	9.489	-0.5912	27.7451
O	5.2152	-4.399	-3.2126
O	0.6801	0.5933	30.483
O	2.3883	2.7092	30.4666
O	-1.8491	-1.878	26.8265
O	3.2951	7.0924	30.5931
O	-1.7124	4.3443	29.3177
O	4.2447	1.371	-0.4361
O	7.0728	-1.8836	28.3722
O	7.1724	3.8079	-0.433
N	9.5635	2.2488	31.1919
O	9.1571	4.4077	26.68
O	5.3743	11.3559	26.9072
O	11.1616	2.72	29.0221
N	9.8007	7.2391	30.9136
O	7.4596	5.5519	22.1077
O	0.056	5.4245	15.3323
O	5.468	0.0423	15.1824
O	3.1452	1.3921	15.7089
O	-0.2999	11.1611	15.1343
O	1.4022	9.7201	16.2802
O	4.8793	6.724	15.9297
N	5.5756	14.5447	21.3062
O	6.7897	3.6086	16.5439
O	9.0929	-9.9888	23.4351
O	8.49	2.3101	15.223
O	7.3785	6.4765	17.7013
N	6.7542	8.7263	16.2559
O	12.8563	9.11	21.1087
O	-5.4941	4.88	18.3273
O	9.2502	7.4119	16.1353
O	-6.2605	1.0017	21.9784
O	2.7813	-7.9832	22.1775
O	-7.3325	-3.5297	24.3108
O	2.1619	3.8284	15.9933
O	1.0623	1.9869	20.4038
O	1.9396	13.053	17.922
O	5.1981	-3.26	18.3178
O	2.434	7.4388	15.6928
O	-2.7265	2.4436	21.6081
O	6.183	6.3211	20.2161
O	12.6128	11.4151	22.5231
O	8.7672	3.3353	24.1221
O	1.7454	-1.7851	23.7972
O	15.3053	13.7029	17.3066
O	14.5117	12.881	19.8968
O	9.7718	7.3462	22.9595
O	4.7345	17.151	22.2601
O	12.1954	6.5379	23.2335
O	8.5268	8.6858	18.3823
O	-3.4415	0.2905	25.372
O	-2.7333	-6.5213	20.0166
O	-2.8183	5.7842	24.8026
O	4.0104	9.1703	16.6734
O	10.6252	-1.0984	22.3242
O	13.0578	0.9691	28.438
O	2.1423	-2.5589	18.3753
O	4.7459	-1.7917	22.6334
O	10.0775	-5.7665	21.8871
O	6.5828	2.5873	19.0536
O	12.8284	-0.1093	19.1508
O	11.3035	-3.38	28.4346
O	8.4779	-1.573	23.8031
O	10.8371	0.1557	27.1365
O	-0.0324	-8.3028	22.6311
O	6.683	-0.0081	22.8816
O	12.2548	-3.4896	25.8347
O	-1.6768	6.7166	20.0585
O	8.5982	-1.9525	21.1034
O	2.6315	0.611	26.0448
O	2.9698	-3.6691	27.9562
O	-5.1242	-5.9692	25.5557
O	4.7035	3.9341	27.7604
O	4.5305	0.0799	24.4373
O	1.2199	8.7248	30.6305
O	10.5082	5.2004	24.5108
O	17.6784	2.5791	26.6282
O	4.7052	-2.0209	29.4246
O	6.0879	7.2848	24.109
O	17.8742	4.7391	28.2232
O	11.1163	4.6457	30.8622
O	10.7935	8.8889	19.5623
O	4.4325	-8.3565	25.5542
O	1.9206	-1.4581	27.4144
O	5.1778	-6.2589	30.3296
O	8.6839	-4.1836	28.0868
O	-2.6638	0.4981	27.7669
O	6.1544	-0.1698	30.4088
O	9.8824	-1.3202	29.2121
O	7.0986	-2.5576	30.7748
O	6.7948	7.3059	26.4781

Results
free energy: -136299.121 eV
free energy less fixed offsets of N -386.36, O -570.45, Si -639.56 eV per atom: 6.059 eV

Forces (eV/angstrom), in the order of the atoms: element, x, y, z
Si	-0.0015	-0.0002	0.0053
Si	-0.0052	-0.0103	0.0241
Si	0.0011	0	0.0058
Si	-0.0007	-0.0018	0.0086
Si	-0.0098	-0.0085	0.022
Si	0.0077	0.0015	0.0128
Si	0.0075	-0.0074	0.0259
Si	-0.0033	0.0033	0.0103
Si	0.0082	-0.002	-0.0016
Si	-0.0003	-0.0035	-0.004
Si	0.0005	0.0002	-0.0054
Si	0.0014	-0.0007	-0.0011
Si	-0.0035	0.0018	-0.0012
Si	-0.0023	-0.001	0.0023
Si	0.0046	-0.0008	-0.0026
Si	-0.001	-0.0001	-0.0036
Si	-0.0016	0.0017	0.0013
Si	0.0021	0.0044	-0.0032
Si	0.0008	-0.0009	0.0016
Si	0	0.0003	0.0003
Si	-0.0001	-0.0016	-0.0029
Si	-0.0001	0.0004	-0.0005
Si	-0.0031	0.0027	-0.0019
Si	-0.0049	-0.0038	-0.0051
Si	0.001	-0.0028	-0.0006
Si	-0.0024	-0.0019	-0.0029
Si	-0.0013	-0.0015	-0.0006
Si	0.0023	-0.0009	0.0008
Si	0.0009	0.0009	-0.0016
Si	-0.0003	0.0026	0.0008
Si	-0.0013	-0.0008	-0.0009
Si	-0.0004	0.0036	-0.0013
Si	-0.0004	-0.0015	0.0006
Si	0.0015	0.0009	-0.0002
Si	-0.0002	-0.0008	-0.0006
Si	-0.0003	0.0004	0
Si	0	0.0006	-0.0005
Si	-0.0008	-0.0014	-0.0004
Si	-0.0015	-0.0012	-0.0001
Si	0.0013	-0.0005	-0.0005
Si	-0.0001	0	-0.0004
Si	0	-0.0013	0.0005
Si	-0.0007	0.0002	0.0004
Si	-0.0003	-0.001	-0.0002
Si	0.0003	-0.0004	0.001
Si	0	-0.0009	0.0006
Si	-0.0008	0.0004	-0.0004
Si	0.0003	-0.0007	0
Si	-0.0006	-0.0007	-0.0001
Si	0.0002	-0.0002	-0.0003
Si	0.0002	0.0002	0.0003
Si	-0.0006	-0.0005	-0.0002
Si	-0.0003	0.0005	0.0005
Si	-0.0006	0	0
Si	0	-0.0005	0
Si	0.0002	0.0003	0.0004
Si	-0.0002	-0.0003	0.0005
Si	-0.0006	0	0.0003
Si	-0.0006	-0.0005	0.0004
Si	-0.0004	0	0.0006
Si	-0.0001	-0.0012	0
Si	0.0005	0.0004	0.0004
Si	-0.0003	-0.0016	0.0002
Si	0.0002	-0.0001	0.0004
Si	0	-0.001	-0.0007
Si	-0.0001	0	-0.0007
Si	0.0003	-0.0015	0.0003
Si	-0.0003	-0.0006	0.0004
Si	0.0011	0.0003	-0.0009
Si	0.0001	0.0009	0.0005
Si	-0.0009	0.0002	0
Si	-0.0016	0.0013	0.0001
Si	-0.0007	0.0017	0
Si	-0.0002	0.0002	-0.0012
Si	0.0003	0.002	0.0003
Si	-0.0023	-0.0018	-0.0008
Si	0.0009	0.0019	-0.0021
Si	-0.0015	-0.0008	-0.0012
Si	0.0008	-0.0002	-0.0014
Si	0.0008	-0.0004	-0.0018
Si	0.0025	0.0008	-0.0013
Si	-0.0011	-0.0008	-0.0038
Si	-0.0009	-0.0013	-0.0011
Si	-0.0024	-0.0028	-0.0028
Si	-0.0008	0.0001	-0.0009
Si	-0.0009	-0.0017	0.0012
Si	0.002	-0.0021	-0.001
Si	-0.0004	-0.0003	0.0004
Si	-0.002	0.001	0.0042
Si	-0.0013	0.0062	0.0093
Si	0.0039	-0.0069	0.0043
Si	-0.0052	0.0022	0.0019
Si	-0.0021	-0.0006	-0.0001
Si	-0.0032	0.0026	0.0003
Si	0.0018	0.0001	0.0023
Si	0.0032	-0.0041	-0.0013
Si	0.0004	0.0021	-0.0102
Si	0.0012	0.0004	-0.0106
Si	0.0021	-0.001	-0.0059
Si	0.002	-0.0001	-0.0091
Si	0.0007	0.0007	-0.0096
Si	-0.0038	0	-0.0094
Si	-0.0002	-0.0008	-0.0066
Si	0.0007	-0.0005	-0.0146
Si	-0.0005	-0.0012	-0.0065
Si	0.0025	0.0014	-0.0069
Si	-0.0034	-0.0001	-0.0093
Si	0.0009	0.0033	-0.0034
Si	-0.0008	0.0019	-0.0087
Si	0.0041	0.001	-0.0014
Si	0.0015	0.0006	-0.0103
Si	0.0007	0.0012	-0.0029
Si	-0.0006	-0.0016	-0.0016
Si	0.0018	0.0007	-0.0093
Si	-0.0007	-0.0013	-0.0055
Si	-0.0029	-0.0001	-0.0096
Si	-0.0033	0.0023	-0.0055
Si	0.0067	-0.0012	-0.0041
Si	-0.0029	0.0023	-0.0061
Si	-0.0027	0.0004	-0.005
Si	-0.0001	0.0017	-0.0068
Si	-0.0008	0.0027	-0.0022
Si	-0.0016	-0.0033	-0.0047
Si	-0.001	0.0029	-0.0073
Si	0.002	0.0016	-0.0102
Si	0.0004	-0.0021	-0.0002
Si	-0.0049	0.0011	-0.0016
Si	0.0013	-0.0017	-0.0041
Si	0.0022	-0.0005	-0.0005
Si	-0.0011	0.0004	-0.0016
Si	-0.0018	-0.0018	-0.0106
Si	0.0003	-0.0013	-0.0027
Si	-0.0009	-0.0012	-0.005
Si	0.0009	-0.0009	-0.0021
O	0.0023	-0.0045	-0.0009
O	-0.0033	-0.0006	-0.0007
O	-0.0004	0.0042	-0.0029
O	0.0012	-0.0003	0.0024
O	0.0039	-0.0014	-0.0024
O	-0.0026	-0.0026	0
O	0.0108	0.0171	-0.0288
O	-0.0029	0.0039	-0.0031
O	-0.0134	-0.0066	-0.0257
N	0.0017	0.0002	-0.0048
O	-0.001	0.0048	0.0024
O	0.0036	-0.0027	0.0008
O	0.0005	0.0019	0.0004
N	0.0013	-0.0012	0.0012
O	0.0006	0.0021	0.0006
O	0.0006	-0.0001	0.0007
O	0.001	-0.0018	-0.0069
O	-0.0055	0	0.0026
O	0.0008	0.0003	-0.0061
O	-0.0001	-0.0014	0.0036
O	0.0017	-0.001	-0.0012
N	0.0006	0.0006	0.0031
O	0.0039	0.0018	0.0043
O	-0.0019	-0.0043	-0.001
O	0	-0.0045	-0.0031
O	-0.0021	0.0002	0.004
N	-0.0008	-0.001	0.0026
O	-0.0003	0.0026	0.0084
O	-0.0025	0.0025	0.0032
O	-0.0031	0.0013	0.0013
O	0.0019	-0.0059	0.0015
O	-0.0011	0.0011	0.0042
O	0.0001	-0.0018	0.0024
O	0.0058	-0.001	0.0006
O	-0.0005	0.0016	0.007
O	-0.0019	0.0012	0.0067
O	-0.0016	-0.002	0.0032
O	-0.0002	0.0011	0.0034
O	0.0044	0.0023	0.0066
O	-0.0037	-0.0016	0.007
O	-0.001	0.0003	0.0025
O	0.0041	-0.0045	0.0077
O	0.0008	-0.0004	0.0047
O	0.0052	-0.0068	-0.0007
O	0.0016	0.0024	0.0056
O	-0.0019	-0.001	0.0018
O	-0.0009	0.0046	0.0038
O	0.0019	0.0014	0.0023
O	0.0027	0.0002	0.0047
O	0.0032	0.0034	0.0043
O	0.0006	0.0003	0.0018
O	-0.01	-0.0056	-0.0027
O	0.0008	0.0027	0.0014
O	-0.0002	-0.0001	0.0021
O	0.0032	-0.0019	0.0051
O	-0.0013	0.0005	0.0056
O	0.0009	0.0001	0.0029
O	0.0032	-0.0013	0.0041
O	0.0028	-0.0018	0.0107
O	-0.0015	-0.0002	0.0024
O	-0.0011	0.0035	0.0023
O	-0.0026	0.0008	0.0035
O	-0.0011	0.0002	0.003
O	-0.0031	0.0019	0.003
O	0.0018	0.0021	0.0047
O	0.0001	-0.0009	0.0054
O	-0.0006	-0.0017	0.0031
O	-0.0013	0.0026	0.0053
O	0.0018	0.0017	0.0034
O	0.0015	0.001	0.0054
O	-0.0031	0.0014	0.0042
O	0.0006	-0.004	0.0085
O	-0.0036	0.0033	0.0047
O	0.0007	0.0003	0.0017
O	-0.0021	0.0017	0.0029
O	0.0018	-0.0015	0.0012
O	-0.0003	0.001	0.0018
O	-0.0011	0.0029	0.0046
O	-0.0034	-0.002	0.0025
O	-0.0018	-0.0002	-0.0018
O	-0.0015	-0.0006	0.0027
O	0.0003	0.0005	0.0021
O	-0.002	-0.0015	-0.0047
O	0.0008	0.0166	0.0041
O	-0.0005	-0.0001	0.0068
O	-0.0011	-0.0004	0.0017
O	0.0053	-0.0009	-0.0016
O	0.0006	-0.0002	0.0033
O	0.0009	-0.0089	-0.0054
O	0.0039	-0.0035	-0.0004

The program warned: the cutoff lies below the one the program advises for these potential files; the forces do not sum to zero within the program's tolerance; empty levels may hold ghost states of the PAW files; the exchange-correlation potential is rough where the density is thin.
